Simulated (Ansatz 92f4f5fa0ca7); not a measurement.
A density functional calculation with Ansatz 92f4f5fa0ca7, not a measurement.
Periodic cell of 219 atoms, Si133O78N8, from a study of silicon, its oxide and their interface. The atomic structure is a simulated model.
Doubt: the cutoff is far below the 930 eV that the study's wrapper takes by default for these files, so forces and energies are approximate.
This geometry differs little from another in the collection (a relaxation step or a small displacement).

Settings
functional: PBE
potential files: Ansatz PAW
basis: plane waves
wave-function cutoff: 580 eV
density cutoff ratio: 5
exchange-correlation grid ratio: 1
k mesh: 1 x 1 x 1, Gamma-centred
self-consistency stop: 5e-08 eV per atom in the density residual
occupations: fixed
spin: none
net charge: 0

Cell vectors (angstrom)
a	10.938	0	0
b	0	10.938	0
c	0	0	31.4649

Atoms: element, x, y, z (angstrom)
Si	-0.1257	0.4204	24.115
Si	5.8112	-0.3869	24.1047
Si	2.6255	2.8993	24.2347
Si	8.3918	2.4736	23.9142
Si	0.2667	4.9936	23.7562
Si	5.221	5.7239	23.8007
Si	2.9647	8.1019	23.7201
Si	7.9823	8.376	23.905
Si	1.3742	1.4317	25.5543
Si	6.9361	1.2735	25.3785
Si	4.1482	4.226	25.3833
Si	9.5515	4.0891	25.2172
Si	1.3649	6.8177	25.0351
Si	6.8941	6.7674	25.2629
Si	4.0628	9.5315	25.3358
Si	9.58	9.6117	25.2389
Si	2.7506	-0.0232	26.731
Si	8.2694	-0.046	26.737
Si	-0.061	2.8034	26.7313
Si	5.5024	2.7262	26.6548
Si	2.6918	5.5391	26.652
Si	8.2215	5.4478	26.6484
Si	0.0165	8.1815	26.5569
Si	5.4893	8.1567	26.6747
Si	4.1018	1.3673	28.0466
Si	9.5708	1.3673	28.0466
Si	1.3673	4.1018	28.0466
Si	6.8362	4.1018	28.0466
Si	4.1018	6.8362	28.0466
Si	9.5708	6.8362	28.0466
Si	1.3673	9.5708	28.0466
Si	6.8362	9.5708	28.0466
Si	0	0	29.4139
Si	5.469	0	29.4139
Si	2.7345	2.7345	29.4139
Si	8.2035	2.7345	29.4139
Si	0	5.469	29.4139
Si	5.469	5.469	29.4139
Si	2.7345	8.2035	29.4139
Si	8.2035	8.2035	29.4139
Si	1.3673	1.3673	30.7811
Si	6.8362	1.3673	30.7811
Si	4.1018	4.1018	30.7811
Si	9.5708	4.1018	30.7811
Si	1.3673	6.8362	30.7811
Si	6.8362	6.8362	30.7811
Si	4.1018	9.5708	30.7811
Si	9.5708	9.5708	30.7811
Si	2.7345	0	0.6835
Si	8.2035	0	0.6835
Si	0	2.7345	0.6835
Si	5.469	2.7345	0.6835
Si	2.7345	5.469	0.6835
Si	8.2035	5.469	0.6835
Si	0	8.2035	0.6835
Si	5.469	8.2035	0.6835
Si	4.1018	1.3673	2.0507
Si	9.5708	1.3673	2.0507
Si	1.3673	4.1018	2.0507
Si	6.8362	4.1018	2.0507
Si	4.1018	6.8362	2.0507
Si	9.5708	6.8362	2.0507
Si	1.3673	9.5708	2.0507
Si	6.8362	9.5708	2.0507
Si	0	0	3.418
Si	5.469	0	3.418
Si	2.7345	2.7345	3.418
Si	8.2035	2.7345	3.418
Si	0	5.469	3.418
Si	5.469	5.469	3.418
Si	2.7345	8.2035	3.418
Si	8.2035	8.2035	3.418
Si	1.3094	1.3775	4.8179
Si	6.8576	1.3591	4.6629
Si	4.0348	4.1288	4.8109
Si	9.5489	4.1443	4.7925
Si	1.4491	6.7999	4.8596
Si	6.8368	6.8992	4.7908
Si	4.1132	9.4764	4.7983
Si	9.5546	9.5688	4.8631
Si	2.7132	-0.07	6.0325
Si	8.0584	0.0698	6.1676
Si	-0.1243	2.7635	6.2332
Si	5.5477	2.7707	5.9138
Si	2.7375	5.3771	6.4576
Si	8.1886	5.5518	6.1329
Si	0.0728	8.1764	6.1866
Si	5.4832	8.1267	6.2972
Si	4.2729	1.2383	7.0918
Si	8.9669	1.8582	7.4661
Si	0.951	4.1074	7.9171
Si	6.7778	4.1594	7.3867
Si	4.5893	6.3818	7.8074
Si	9.8823	6.57	7.517
Si	1.388	9.6032	7.5781
Si	6.4516	9.9391	7.6037
N	5.6869	5.1028	8.4873
O	2.2112	-2.2663	8.6588
O	1.5387	3.9552	23.6179
N	6.5082	9.1461	23.3016
N	0.8395	10.5269	20.3606
O	-1.3087	1.4285	23.5267
N	5.1336	0.1037	8.1637
O	-0.1713	5.3428	8.2616
O	9.3031	7.5592	8.6865
O	0.6031	10.7183	8.514
O	4.1832	7.1122	9.2667
N	1.2635	3.0846	9.4001
O	3.3971	2.4504	7.8823
O	7.8996	3.0519	8.0034
O	7.2793	9.2897	8.9168
N	15.2931	7.1619	23.1384
O	5.7105	4.6969	22.594
O	7.673	2.9586	22.4908
O	13.2671	-1.9767	22.4066
O	8.8364	7.804	22.5515
O	3.293	2.2378	22.8934
Si	8.5808	8.636	9.6733
Si	2.6127	7.0547	12.6305
Si	11.468	3.3076	15.914
Si	1.8975	-0.5054	21.7461
Si	4.6688	11.0701	9.836
Si	12.3211	8.6452	15.1365
Si	12.2662	-1.3211	18.9678
Si	8.0096	-3.3482	21.1436
Si	6.1455	0.4647	18.1022
Si	2.9702	2.7021	9.4303
Si	16.0941	4.493	10.0498
Si	10.1758	0.1075	17.7563
Si	10.6291	-10.0247	20.3802
Si	10.96	14.8193	20.8541
Si	16.4325	-2.7995	22.2313
Si	-1.6841	7.9075	14.8639
Si	12.1808	6.9749	17.7045
Si	13.038	4.3165	18.5646
Si	-2.5479	4.9924	19.5496
Si	7.1728	13.0839	13.9174
Si	14.9525	2.5119	17.3743
Si	8.3794	10.3774	19.8237
Si	3.2145	8.2919	9.8802
Si	7.9623	-0.2999	15.6889
Si	5.4301	6.1147	12.8791
Si	12.6522	11.417	16.3249
Si	4.8339	3.754	14.7753
Si	8.2153	-4.1174	12.2562
Si	17.3822	3.6171	21.5984
Si	20.4413	-5.5085	16.7582
Si	10.4275	0.1928	9.6336
Si	15.0316	10.0257	20.0537
Si	4.3474	1.4327	21.9603
Si	19.7617	14.5878	11.9923
Si	11.5418	2.6335	10.9448
Si	6.5834	12.9017	11.0582
Si	13.1348	3.9058	13.2565
O	3.5092	1.2867	10.1465
O	10.8318	17.0676	17.3812
O	19.0574	-8.4069	11.0139
O	11.0872	2.2664	21.1672
O	8.6466	6.5019	20.1362
O	9.6707	4.07	19.8896
O	18.6165	11.6249	14.4178
O	4.1483	3.7019	16.2496
O	16.2843	16.1353	14.2278
O	-1.5631	-1.0603	18.6074
O	8.4485	5.2416	11.8542
O	5.3121	2.5027	21.1529
O	6.5297	7.0505	21.5891
O	6.7961	-3.9823	13.0338
O	1.1944	3.9194	14.5513
O	13.3056	5.9075	18.2502
O	10.7199	4.8745	22.1429
O	9.6364	-1.1428	10.1431
O	16.4161	-9.0251	17.7776
O	5.0296	-0.4436	18.829
O	6.1799	12.9384	12.6308
O	0.6766	1.6637	15.7946
O	18.2843	0.5433	19.2012
O	7.7404	-1.915	20.41
O	8.1622	9.0981	15.1743
O	6.1575	2.8141	14.9948
O	10.3731	3.6006	11.544
O	-0.9685	4.001	16.0514
O	11.1049	11.9813	10.8738
O	9.3116	0.3146	16.3978
O	5.4121	0.6137	22.8703
O	8.1172	7.7583	10.9489
O	9.2307	0.2513	20.9629
O	9.3745	1.1825	8.9042
O	10.6916	8.5837	15.2171
O	9.3121	7.4383	13.293
O	13.1509	5.4596	12.7069
O	12.8828	10.2096	15.2039
N	3.3831	0.2843	21.0965
O	11.6872	8.088	18.8017
O	13.2947	7.6846	11.1371
O	3.4097	3.3273	18.667
O	1.288	-7.255	17.2991
O	5.8321	13.9558	10.093
O	12.2924	4.2771	20.0067
O	13.8368	9.2854	19.2358
O	12.7084	2.8514	12.0831
O	10.2612	1.3742	18.8153
O	4.0932	9.6105	10.3236
O	3.0966	1.2401	16.813
O	14.504	4.1244	10.0187
O	12.7807	7.9518	13.7375
N	11.8239	10.5653	17.5828
O	11.9062	11.0941	22.9035
O	6.7006	-0.2363	16.7336
O	8.9025	6.5423	15.7121
O	19.2981	5.1228	17.9066
O	12.8411	18.6749	16.4042
O	4.2146	7.1813	12.9042
O	8.4389	3.1292	13.5132
O	6.0999	0.4778	10.5947
O	15.7905	8.9594	21.0057
O	5.4687	5.3051	11.4432
O	14.6042	3.3298	13.705
O	7.0587	4.3236	20.2374

Results
free energy: -131991.165 eV
free energy less fixed offsets of N -385.13, O -568.88, Si -635.61 eV per atom: -1.355 eV

Forces (eV/angstrom), in the order of the atoms: element, x, y, z
Si	-0.12	-0.0293	0.0001
Si	-0.3991	0.1586	0.0437
Si	0.2111	0.0843	-0.1604
Si	-0.2173	-0.3187	-0.0951
Si	0.2425	-0.1406	-0.2554
Si	0.1261	-0.2084	0.3911
Si	-0.0684	0.164	0.3459
Si	0.3931	-0.2029	0.1311
Si	0.0338	0.036	-0.0375
Si	0.0135	-0.0554	-0.2341
Si	0.0304	0.0806	-0.3425
Si	-0.0544	0.0146	0.0002
Si	0.0015	-0.0965	-0.2351
Si	-0.3151	0.1072	-0.3892
Si	-0.0946	0.0841	-0.3082
Si	-0.1168	0.0719	-0.3939
Si	0.0443	-0.0941	-0.0215
Si	0.0849	0.1316	0.0319
Si	0.0088	0.0309	0.1405
Si	0.0225	-0.0309	-0.0205
Si	-0.1401	-0.0983	0.0289
Si	0.0772	-0.1148	0.0604
Si	0.0555	-0.064	-0.0047
Si	0.0632	0.0005	-0.2222
Si	0.1849	0.1547	-0.0151
Si	0.0833	0.0594	0.5008
Si	-0.1114	0.5365	0.1048
Si	0.2614	-0.1792	-0.1257
Si	-0.1385	0.1137	0.046
Si	0.2068	0.0047	-0.526
Si	-0.1775	-0.3764	-0.1858
Si	-0.0465	-0.2463	0.0618
Si	-0.0132	0.0716	-0.0058
Si	0.0442	0.0903	-0.0125
Si	0.0528	-0.0143	-0.0573
Si	-0.0634	-0.0298	0.0415
Si	0.1208	0.0392	0.0422
Si	-0.0813	-0.079	-0.0576
Si	-0.0057	-0.0227	0.0072
Si	-0.0331	0.0377	-0.0346
Si	0.0155	-0.0479	-0.025
Si	0.0523	-0.0162	-0.0046
Si	-0.039	-0.0132	-0.0111
Si	-0.0148	-0.0276	-0.0195
Si	-0.0044	-0.0082	0.0005
Si	0.0513	0.0093	-0.0298
Si	-0.0447	0.0187	-0.0258
Si	-0.0058	0.0383	-0.0122
Si	0.027	0.0953	0.0238
Si	-0.0467	0.033	0.014
Si	0.0191	-0.032	0.0041
Si	-0.0039	-0.0132	0.0258
Si	0.0066	0.0152	0.0198
Si	-0.0407	-0.0259	0.0298
Si	0.0053	-0.0013	0.0003
Si	0.0095	-0.0299	0.0042
Si	-0.097	-0.1272	0.0713
Si	-0.0028	0.0531	-0.0474
Si	-0.0035	-0.0776	-0.0011
Si	0.0284	-0.0585	0.0541
Si	0.0024	0.0269	-0.0424
Si	0.0981	0.1009	0.0535
Si	-0.0591	-0.0506	0.0957
Si	0.0387	0.0461	-0.0464
Si	-0.3353	0.0211	0.3192
Si	-0.2776	-0.4963	-0.1994
Si	-0.3993	0.0462	0.2135
Si	0.5384	0.2353	-0.5188
Si	0.2914	0.142	0.3229
Si	-0.2397	0.2499	0.3593
Si	0.1272	-0.4919	-0.0792
Si	0.1078	0.349	0.081
Si	-0.0956	0.1608	-0.0603
Si	0.0376	-0.0058	-0.0641
Si	-0.1326	0.1496	-0.0656
Si	-0.0882	-0.1199	-0.0886
Si	0.0907	-0.0708	0.06
Si	-0.0577	-0.0292	-0.0296
Si	0.2207	-0.0558	-0.0338
Si	-0.0594	0.0728	0.0018
Si	-0.3823	-0.0738	0.2112
Si	-0.0764	0.0509	0.2512
Si	0.0789	-0.0177	0.2762
Si	0.0127	-0.0566	0.2226
Si	0.0268	-0.1713	0.5176
Si	0.2762	0.0448	0.2681
Si	0.0017	-0.0536	0.0761
Si	0.0076	0.1539	0.2684
Si	-0.0381	0.3024	0.2073
Si	-0.1769	0.018	-0.0046
Si	-0.4717	0.3554	-0.4765
Si	0.0684	-0.3989	-0.0136
Si	-0.1794	0.1302	-0.062
Si	-0.094	-0.0769	-0.0328
Si	0.1488	0.1597	0.0092
Si	0.1424	-0.3589	-0.0075
N	0.1274	0.2082	-0.3239
O	-0.0915	-0.0602	-0.1373
O	-0.1799	0.1636	0.2235
N	0.0769	0.2107	0.0139
N	0.1452	-0.1865	0.2454
O	0.0524	0.0122	0.1976
N	0.3254	-0.1539	-0.2995
O	0.289	-0.0807	-0.2555
O	-0.0965	0.0858	0.1537
O	0.0117	-0.0622	-0.0817
O	-0.0105	-0.0596	-0.139
N	0.2004	0.2481	-0.4085
O	0.2175	-0.1491	-0.1202
O	0.0101	-0.0145	-0.3121
O	-0.1793	0.1781	-0.1581
N	-0.1186	-0.1732	-0.1282
O	-0.1021	0.0622	0.0006
O	0.1098	0.0024	0.1123
O	0.0269	-0.0562	0.0492
O	-0.0718	0.075	0.1928
O	0.0822	-0.135	-0.0112
Si	-0.1452	-0.2914	-0.2886
Si	0.2003	-0.1798	0.0702
Si	-0.0077	0.1553	0.034
Si	-0.0348	0.0024	-0.0019
Si	0.1001	-0.0894	0.1132
Si	-0.03	-0.0041	0.1378
Si	-0.0881	-0.0848	0.1115
Si	0.0828	-0.1127	-0.1039
Si	-0.0107	-0.0293	-0.0521
Si	0.1312	-0.236	0.1468
Si	0.2643	0.2654	0.0784
Si	-0.2505	-0.0188	-0.0404
Si	-0.1767	0.0948	-0.1676
Si	-0.0007	-0.0204	-0.1862
Si	0.2123	-0.0115	0.3848
Si	-0.033	-0.0842	0.0055
Si	-0.0584	0.1085	0.064
Si	-0.0191	0.0152	-0.072
Si	0.0799	0.0407	-0.1894
Si	-0.0338	0.0224	0.0196
Si	-0.0176	0.071	-0.0543
Si	0.204	0.1359	-0.0427
Si	0.048	-0.0434	-0.1354
Si	0.0027	0.0345	0.0351
Si	0.0197	0.0312	0.048
Si	0.0312	-0.0816	0.0767
Si	0.0005	0.0474	-0.089
Si	-0.1153	-0.1641	0.2059
Si	0.0364	0.1428	0.2511
Si	-0.0225	0.0571	0.049
Si	0.0223	0.0948	-0.0802
Si	0.0528	-0.1095	-0.348
Si	-0.0432	0.2547	0.3554
Si	0.0125	0.117	0.0809
Si	-0.2814	0.3631	0.3181
Si	0.0227	0.0991	0.189
Si	0.0489	0.0481	0.1285
O	-0.058	0.1833	-0.0249
O	0.0215	-0.0755	0.0239
O	-0.0524	-0.0863	-0.0845
O	-0.0451	0.0093	0.1101
O	0.0295	0.1158	0.1447
O	0.0276	-0.0752	0.0881
O	0.0248	-0.0146	0.0273
O	0.0246	-0.0371	0.0263
O	-0.0202	-0.0654	0.024
O	0.0529	-0.0748	-0.0269
O	0.0164	-0.0285	-0.0181
O	-0.0114	-0.0541	-0.1129
O	0.0072	0.0815	-0.079
O	0.0282	0.0066	-0.0686
O	-0.0022	-0.0232	-0.0177
O	0.0126	-0.0218	-0.0119
O	0.0001	0.1612	0.4287
O	0.0351	0.0612	0.146
O	0.0152	-0.0151	0.0285
O	-0.0362	-0.0296	0.1035
O	-0.0167	-0.0056	-0.0991
O	-0.0338	-0.0505	-0.0689
O	-0.0057	-0.0035	0.081
O	-0.0392	-0.0761	0.0107
O	-0.0095	0.0234	0.0051
O	0.0124	0.0138	-0.0024
O	0.0857	-0.1439	-0.1439
O	0.0768	-0.0406	-0.0115
O	-0.0796	-0.1687	-0.0988
O	0.0304	0.0698	0.0509
O	-0.1309	0.0656	-0.192
O	0.0295	0.2092	-0.1353
O	0.0212	0.0391	0.0562
O	0.0394	0.041	0.0591
O	0.0148	0.0572	-0.0477
O	0.0674	0.0345	-0.0505
O	-0.01	0.0591	-0.0135
O	0.0474	0.0517	-0.0413
N	-0.0932	-0.1092	0.1982
O	0.0683	-0.0047	-0.009
O	0.0049	0.0617	-0.0909
O	-0.0556	-0.0175	-0.0037
O	-0.0188	-0.0023	0.0194
O	-0.0397	-0.0484	-0.0158
O	-0.0185	0.0184	0.0863
O	0.119	0.0772	0.0513
O	-0.0192	-0.1743	-0.1072
O	0.0723	-0.0437	-0.0632
O	0.0106	0.0269	0.0492
O	-0.0002	-0.0215	-0.0162
O	-0.0878	-0.1828	-0.0649
O	-0.0367	0.0985	0.0023
N	-0.0049	0.0239	-0.1444
O	-0.0197	0.0594	-0.0511
O	0.0097	-0.0391	-0.042
O	0.0052	0.0185	-0.0104
O	0.0009	-0.0451	0.0536
O	0.0547	0.0111	-0.0544
O	-0.0947	0.0487	-0.0232
O	-0.0138	-0.0571	-0.0116
O	-0.0684	-0.004	0.048
O	0.0458	-0.0377	0.0569
O	-0.0886	-0.1766	-0.2354
O	-0.028	0.006	-0.0269
O	-0.1443	-0.1749	0.1575

The program warned: the cutoff lies below the one the program advises for these potential files; the forces do not sum to zero within the program's tolerance; the exchange-correlation potential is rough where the density is thin.
